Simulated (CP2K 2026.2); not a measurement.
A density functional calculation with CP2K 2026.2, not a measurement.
Periodic cell of 513 atoms, Si360O153, from a study of silicon, its oxide and their interface. The atomic structure is a simulated model.
Doubt: the forces sum to 1.65 eV/angstrom along one axis rather than to zero, so they err by at least 0.0032 eV/angstrom per atom on average; the grid cutoff is modest.

Settings
functional: PBE
method: Gaussian and plane waves
basis set: DZVP-MOLOPT-SR-GTH
pseudopotentials: GTH-PBE
grid cutoff: 350 Ry, relative cutoff 50 Ry
k points: Gamma only
occupations: fixed
spin: none
net charge: 0

Cell vectors (angstrom)
a	16.32	0	0
b	0	16.32	0
c	-1.1711	-4.1015	34.3047

Atoms and the computed forces on them: element, x, y, z (angstrom), force x, y, z (eV/angstrom)
Si	15.369	14.568	1.46	0.019	-0.01	-0.007
Si	1.858	0.801	1.549	0.001	-0.041	-0.032
Si	14.656	4.381	1.622	0.28	-0.442	0.122
Si	1.098	6.756	1.409	0.269	-0.051	0.6
Si	15.279	9.067	1.346	-0.078	0.281	0.74
Si	0.834	12.872	1.394	-0.212	0.007	0.525
Si	3.597	15.461	1.401	-0.139	0.158	0.583
Si	7.035	1.21	1.481	-0.009	-0.022	-0.038
Si	4.15	3.94	1.28	-0.018	-0.007	-0.062
Si	6.611	7.017	1.464	0.02	-0.134	0.67
Si	4.387	9.199	1.175	-0.18	0.164	0.7
Si	7.3	11.834	1.435	0.153	-0.182	0.574
Si	9.985	14.598	1.592	0.22	-0.306	0.445
Si	11.658	1.965	1.556	-0.069	0.041	-0.002
Si	9.914	3.728	1.55	0.118	-0.312	0.387
Si	12.464	6.555	1.66	-0.002	0.055	0.708
Si	8.981	10.077	1.497	0.002	0.07	0.011
Si	11.682	12.831	1.352	-0.041	-0.012	0.001
Si	0.051	-0.078	2.777	-0.031	0.047	0.009
Si	2.788	2.639	2.694	-0.04	0.014	-0.018
Si	-0.054	5.422	2.917	0.064	0.056	0.01
Si	2.749	8.082	2.52	-0.03	-0.007	-0.02
Si	-0.006	10.893	2.506	0.01	0.005	-0.019
Si	2.642	13.7	2.669	0.038	0.006	-0.031
Si	5.42	-0.001	2.688	0.008	0.01	-0.051
Si	8.262	2.655	2.833	0.047	0.062	-0.025
Si	5.384	5.412	2.684	0.028	0.02	-0.032
Si	8.112	8.269	2.749	0.016	-0.049	-0.046
Si	5.457	10.847	2.564	-0.003	-0.016	-0.065
Si	8.228	13.55	2.777	0.012	0.008	-0.061
Si	10.931	0.058	2.791	0.049	0.002	-0.011
Si	13.458	2.796	2.861	0.006	-0.001	-0.035
Si	10.892	5.379	2.895	-0.031	-0.013	0.014
Si	13.669	8.162	2.819	0	0.01	-0.063
Si	10.788	11.04	2.682	0.031	0.001	-0.022
Si	13.555	13.616	2.631	-0.031	-0.02	-0.037
Si	14.951	1.359	4.028	-0.014	0.013	-0.009
Si	1.39	3.995	4.068	0.005	0.013	-0.005
Si	14.96	6.825	4.252	-0.03	-0.024	0.043
Si	1.411	9.544	3.898	0.006	-0.036	-0.008
Si	14.888	12.152	3.968	0.013	0.036	-0.039
Si	1.361	14.939	4.206	-0.026	0.034	-0.028
Si	4.147	1.373	4.129	-0.046	-0.04	-0.014
Si	6.808	4.079	4.039	-0.025	0.005	0.004
Si	4.031	6.778	4.037	0.023	0.03	-0.006
Si	6.724	9.554	4.118	0.011	0.032	0.01
Si	4.064	12.242	3.904	0.004	-0.029	0.008
Si	6.77	14.92	4.026	0.035	0.01	0.01
Si	9.541	1.298	4.226	0.019	0.031	-0.006
Si	12.211	4.096	4.331	0.048	-0.012	0.021
Si	9.493	6.856	4.058	-0.012	-0.008	0.02
Si	12.205	9.599	3.985	0.02	0.008	0.009
Si	9.531	12.267	4.228	0.016	-0.023	-0.029
Si	12.351	15.036	4.102	-0.012	-0.026	-0.049
Si	13.67	0.024	5.488	0.004	0.022	0.036
Si	-0.003	2.688	5.424	-0.017	0.008	0.043
Si	13.603	5.47	5.594	-0.012	0.022	-0.001
Si	0.076	8.234	5.417	-0.002	0.019	-0.024
Si	13.567	10.879	5.418	-0.007	-0.017	0.012
Si	-0.057	13.518	5.404	0.001	-0.025	-0.034
Si	2.75	0.012	5.477	0.018	0.018	0.003
Si	5.48	2.745	5.469	0.025	0.011	-0.008
Si	2.706	5.417	5.422	0.008	0.025	-0.007
Si	5.386	8.142	5.426	-0.016	0	0.01
Si	2.737	10.877	5.323	-0.004	-0.011	0.005
Si	5.414	13.556	5.365	-0.029	-0.006	0.017
Si	8.11	-0.058	5.469	-0.023	0.001	-0.021
Si	10.86	2.68	5.588	0.049	0.005	0.004
Si	8.137	5.47	5.41	0.022	-0.028	0.007
Si	10.88	8.207	5.39	0.012	0.001	0.007
Si	8.122	10.882	5.488	-0.024	-0.006	-0.008
Si	10.932	13.671	5.464	-0.013	0.017	-0.015
Si	14.983	14.923	6.808	0.011	0.022	0.008
Si	1.362	1.357	6.811	-0.022	-0.014	0.006
Si	14.994	4.062	6.839	0.002	-0.037	0.002
Si	1.375	6.814	6.785	-0.011	-0.01	-0.007
Si	14.971	9.541	6.77	0.003	0	0.012
Si	1.358	12.194	6.737	-0.003	-0.01	-0.001
Si	4.101	14.931	6.779	-0.008	-0.013	0.009
Si	6.802	1.352	6.822	0.008	0.003	0.009
Si	4.087	4.096	6.801	-0.017	-0.017	0.002
Si	6.771	6.801	6.786	0.007	0.023	0.008
Si	4.049	9.529	6.764	0.008	0.011	0.003
Si	6.761	12.25	6.804	0.006	0.009	0.008
Si	9.518	14.96	6.831	0.021	-0.001	-0.004
Si	12.274	1.338	6.872	-0.001	-0.001	0.02
Si	9.476	4.107	6.824	0.009	-0.007	0
Si	12.208	6.864	6.832	-0.008	-0.004	0.006
Si	9.51	9.518	6.796	0.02	0.006	0.004
Si	12.254	12.262	6.802	0.005	0.01	0.013
Si	0.018	-0.025	8.162	0.007	-0.007	0.01
Si	2.72	2.732	8.156	-0.006	0.005	0.006
Si	0.022	5.453	8.166	-0.009	0.007	0.005
Si	2.721	8.169	8.158	-0.001	0.005	-0.007
Si	0.006	10.88	8.147	-0.004	-0.002	-0.002
Si	2.711	13.574	8.112	0.001	0.016	-0.006
Si	5.438	-0.02	8.159	-0.007	-0.005	0.001
Si	8.15	2.721	8.184	0.006	0.015	0.003
Si	5.432	5.45	8.171	0.013	0.008	-0.002
Si	8.148	8.154	8.146	-0.003	-0.02	0.01
Si	5.412	10.875	8.149	-0.001	-0.014	0.008
Si	8.15	13.59	8.167	-0.012	0.003	0.004
Si	10.881	-0.01	8.201	0.005	0.009	0.009
Si	13.627	2.715	8.204	0.018	-0.002	0.007
Si	10.857	5.465	8.166	0.001	0.003	-0.002
Si	13.613	8.193	8.158	-0.002	-0.007	0.001
Si	10.878	10.89	8.144	-0.017	0.007	0.002
Si	13.606	13.601	8.179	0	0.005	0.012
Si	14.974	1.333	14.971	-0.015	0.019	0.007
Si	1.363	4.052	14.898	-0.014	-0.005	-0.007
Si	14.926	6.809	14.936	0.01	-0.021	-0.006
Si	1.335	9.534	14.968	0.002	-0.02	-0.005
Si	14.956	12.226	15.002	-0.01	0	0.011
Si	1.363	-1.363	15.008	-0.014	-0.003	0.003
Si	4.086	1.354	14.982	-0.009	0	0.011
Si	6.816	4.084	14.96	0.007	0.012	0.014
Si	4.086	6.825	14.893	-0.019	0.006	-0.013
Si	6.833	9.529	14.943	-0.018	0.001	-0.01
Si	4.074	12.29	14.969	0.003	0.01	0
Si	6.789	-1.361	14.938	0.007	-0.01	-0.005
Si	9.529	1.369	14.929	-0.002	0.01	-0.004
Si	12.232	4.083	14.955	0.003	-0.013	-0.009
Si	9.531	6.809	14.99	-0.004	-0.014	0.011
Si	12.238	9.53	15.007	-0.015	0.002	0.016
Si	9.537	12.227	14.966	-0.004	0.008	-0.008
Si	12.241	-1.396	14.962	0.006	0.006	-0.009
Si	13.586	-0.033	16.312	-0.021	-0.014	-0.013
Si	0.056	2.687	16.297	0.023	0.001	0.027
Si	13.566	5.466	16.309	-0.008	0.014	0.003
Si	-0.044	8.154	16.306	0.008	0.011	-0.012
Si	13.588	10.891	16.398	0.001	0.005	0.002
Si	0.001	13.578	16.37	0.005	-0.002	-0.003
Si	2.726	0.005	16.375	0	0.019	-0.009
Si	5.47	2.716	16.322	-0.008	-0.014	0.04
Si	2.702	5.463	16.195	0.018	0.045	-0.014
Si	5.463	8.155	16.256	0.008	-0.017	-0.02
Si	2.696	10.928	16.296	-0.005	0.01	-0.003
Si	5.418	13.668	16.347	0.001	-0.004	0.003
Si	8.177	-0.009	16.255	0.024	0.004	-0.007
Si	10.879	2.711	16.31	0.011	-0.001	-0.002
Si	8.164	5.444	16.344	-0.011	0.015	0.004
Si	10.883	8.167	16.377	0.014	-0.001	0.009
Si	8.184	10.876	16.33	-0.013	-0.031	-0.015
Si	10.902	13.559	16.349	0.013	-0.002	-0.01
Si	14.914	-1.397	17.694	-0.011	0.004	-0.003
Si	1.391	1.368	17.758	-0.008	-0.021	0.023
Si	14.983	4.078	17.548	-0.016	0.025	-0.05
Si	1.334	6.758	17.589	0.006	-0.029	0.011
Si	14.948	9.497	17.724	-0.007	-0.008	-0.01
Si	1.374	12.242	17.756	-0.008	0.006	0.001
Si	4.087	-1.299	17.795	-0.008	0.027	0.024
Si	6.849	1.305	17.653	-0.014	0.036	-0.004
Si	4.085	4.18	17.55	0.029	0.016	-0.018
Si	6.794	6.832	17.683	0.007	0.014	-0.047
Si	4.096	9.542	17.542	0.004	-0.004	-0.049
Si	6.809	12.278	17.616	0.01	0.017	-0.024
Si	9.542	-1.342	17.618	-0.004	0.001	-0.023
Si	12.224	1.323	17.662	-0.009	-0.003	-0.022
Si	9.532	4.065	17.686	0.004	0.014	-0.008
Si	12.229	6.797	17.755	0.002	0.009	0.039
Si	9.517	9.522	17.751	0.012	0.003	0.004
Si	12.218	12.224	17.809	0.032	-0.008	-0.016
Si	-0.071	-0.034	19.042	0.029	0.031	0.003
Si	2.824	2.853	18.976	-0.017	-0.058	0.057
Si	-0.018	5.377	18.96	0.015	-0.006	0.047
Si	2.738	8.156	18.82	0.006	-0.007	-0.004
Si	0.02	10.817	19.083	0.01	-0.002	-0.049
Si	2.738	13.614	19.151	-0.031	-0.008	0.012
Si	5.485	0.089	19.156	-0.028	0.029	0.043
Si	8.18	2.673	19.012	0.013	-0.013	-0.001
Si	5.431	5.456	19.002	0	-0.022	-0.023
Si	8.12	8.174	19.093	-0.02	-0.045	-0.014
Si	5.439	10.893	18.898	0.004	-0.003	-0.01
Si	8.165	13.654	18.948	0.014	-0.02	0.064
Si	10.852	-0.022	19.049	-0.013	-0.003	0.02
Si	13.656	2.723	18.875	-0.001	-0.027	0.011
Si	10.829	5.427	19.097	-0.008	-0.005	-0.004
Si	13.602	8.155	19.139	0	0.037	-0.01
Si	10.858	10.831	19.191	0.042	0.017	0.004
Si	13.584	13.617	19.161	-0.006	-0.017	-0.031
Si	14.929	1.419	20.359	-0.059	-0.06	-0.019
Si	1.392	4.096	20.358	0.029	0.02	-0.038
Si	15.039	6.755	20.395	0.035	0.066	0.043
Si	1.459	9.404	20.32	-0.025	0.045	0.067
Si	14.931	12.136	20.421	-0.019	-0.011	-0.022
Si	1.265	-1.37	20.449	-0.274	-0.386	-0.307
Si	4.665	2.072	20.233	-0.025	0.023	-0.007
Si	6.534	3.781	20.252	-0.05	0.012	-0.002
Si	4.04	6.879	20.272	0.077	-0.005	0.029
Si	6.747	9.614	20.364	0.036	-0.025	0.041
Si	4.14	12.153	20.39	-0.057	-0.051	0.115
Si	6.817	-1.402	20.429	-0.016	-0.024	0.06
Si	9.485	1.324	20.461	-0.015	0.019	0.047
Si	12.323	4.012	20.267	-0.028	0.004	-0.013
Si	9.292	6.658	20.458	-0.025	-0.1	-0.06
Si	12.152	9.375	20.595	-0.015	0.022	-0.009
Si	9.454	12.314	20.388	0.037	0.015	0.033
Si	12.22	-1.295	20.528	0.02	-0.01	0.052
Si	13.092	0.617	21.647	-0.157	0.092	-0.6
Si	0.2	2.54	21.706	0.047	-0.054	0.04
Si	13.739	5.273	21.659	0.095	-0.032	-0.005
Si	0.595	7.619	21.594	0.101	-0.211	-0.592
Si	13.661	10.726	21.85	-0.219	0.028	-0.649
Si	0.029	13.41	21.783	0.099	0.117	-0.658
Si	1.62	0.768	22.552	-0.495	0.553	-0.264
Si	4.201	2.236	22.48	-0.104	0.02	-0.722
Si	2.306	5.936	21.548	-0.009	-0.042	0.04
Si	4.973	8.649	21.542	-0.217	0.11	-0.539
Si	3.228	10.31	21.577	0.168	-0.105	-0.662
Si	5.95	13.051	21.604	0.088	-0.141	-0.646
Si	8.318	-0.269	21.836	-0.178	0.301	-0.828
Si	11.342	2.293	21.537	0.163	-0.164	-0.559
Si	7.858	5.165	21.764	0.048	-0.101	-0.625
Si	10.803	7.802	21.861	-0.022	0.044	0.107
Si	7.685	11.387	21.621	-0.005	0.017	0.098
Si	10.561	-2.445	21.769	0.212	-0.145	-0.82
Si	14.001	1.583	24.364	-0.028	-0.068	-0.172
Si	7.545	2.125	26.513	0.004	0.088	0.071
Si	5.149	6.078	28.966	0.005	-0.011	0.069
Si	15.178	3.989	23.008	0.192	-0.061	-0.625
Si	15.347	8.867	23.718	0.03	0.048	-0.06
Si	5.025	-0.916	26.221	-0.042	0.124	-0.017
Si	0.135	-0.06	25.054	0.013	-0.089	-0.101
Si	3.346	5.132	23.472	-0.347	0.335	-0.573
Si	0.807	4.821	25.249	-0.106	0.121	-0.001
Si	5.896	6.831	23.724	0.025	-0.004	-0.11
Si	2.069	11.919	23.791	-0.026	-0.089	-0.09
Si	7.632	-0.739	27.464	-0.001	-0.128	-0.021
Si	9.519	4.523	26.533	0	-0.013	-0.159
Si	10.413	4.312	23.511	0.363	0.538	-0.245
Si	12.476	4.05	31.403	0.006	-0.07	-0.061
Si	-0.195	11.22	25.587	0.023	0.09	-0.028
Si	10.295	8.747	23.96	0.029	-0.285	-0.582
Si	2.059	-0.58	27.386	0.044	-0.126	-0.019
Si	4.746	12.934	24.476	0.011	-0.022	-0.139
Si	11.337	-1.816	33.739	-0.232	-0.075	0.624
Si	11.99	4.428	28.439	0.025	0.012	-0.067
Si	13.91	-0.294	29.068	0.027	-0.036	-0.024
Si	5.885	2.751	0.171	-0.093	0.033	0.685
Si	2.229	6.952	29.932	0.044	-0.068	0.001
Si	3.092	2.567	31.901	0.023	0.063	-0.003
Si	0.032	-1.985	28.968	0.103	-0.136	0.008
Si	8.378	12.748	26.272	-0.005	-0.036	-0.117
Si	12.578	9.891	28.794	0.101	0.119	0.088
Si	13.468	7.025	27.722	0.064	-0.007	-0.082
Si	-0.842	11.283	28.722	-0.132	-0.006	0.004
Si	14.841	-2.48	24.365	0.102	-0.001	0.005
Si	13.419	6.321	32.968	-0.067	-0.098	0.04
Si	10.495	0.514	32.064	0.186	-0.064	0.055
Si	12.255	12.632	24.02	0.014	0.025	-0.082
Si	11.31	11.983	26.951	-0.056	0.14	0.032
Si	12.755	7.401	24.706	-0.303	-0.269	-0.345
Si	11.972	6.053	22.98	-0.119	-0.078	0.041
Si	6.062	5.643	31.81	-0.028	-0.085	-0.061
Si	-0.008	6.014	27.846	0.081	-0.03	-0.045
Si	-0.128	-2.915	33.726	0.183	-0.217	0.584
Si	11.514	12.235	31.896	0.122	0.06	0.043
Si	6.919	-3.389	31.266	-0.091	-0.09	0.051
Si	14.039	11.095	33.494	0.027	-0.109	0.674
Si	-0.031	3.131	27.495	-0.048	0.098	0
Si	8.366	11.074	23.858	-0.216	0.18	-0.57
Si	10.264	9.796	31.019	0.095	-0.016	-0.189
Si	1.466	-1.511	31.684	0.025	-0.011	0.07
Si	3.068	10.733	32.579	0.023	-0.013	0.167
Si	-0.804	8.517	32.768	0.077	0.222	0.146
Si	1.666	0.84	33.889	0.163	-0.355	0.448
Si	8.148	7.265	25.843	0.082	0.062	-0.117
Si	5.385	2.982	28.545	0.012	0.013	0.13
Si	1.024	9.504	30.617	0.056	0.058	-0.015
Si	13.431	1.209	31.518	-0.13	-0.05	0.081
Si	6.527	0.971	24.097	0.018	-0.143	0.067
Si	9.065	-1.414	30.087	0.13	-0.016	0.04
Si	11.887	-2.605	29.323	-0.059	-0.033	-0.034
Si	5.609	9.409	33.111	0.091	0.022	0.047
Si	6.88	11.984	34.198	-0.091	0.25	0.523
Si	6.82	0.906	33.757	0.156	-0.138	0.127
Si	7.251	9.893	30.518	0.039	0.037	0.129
Si	13.474	1.899	27.206	0.074	0.126	0.021
Si	4.08	-2.764	31.76	0.045	0.021	-0.01
Si	14.082	-0.671	33.922	-0.09	0.236	0.581
Si	8.451	5.698	33.589	-0.224	0.068	0.592
Si	3.13	5.647	32.491	-0.026	0.016	0.075
Si	6.439	8.566	27.783	0.089	-0.016	0.089
Si	10.759	7.838	33.46	-0.097	0.353	0.689
Si	6.267	10.765	25.844	0.118	0.066	-0.045
Si	10.09	3.295	33.212	0.065	-0.094	0.034
Si	6.063	2.507	31.444	0.056	0.018	-0.054
Si	2.416	1.881	29.087	0.126	0.081	-0.057
Si	14.981	1.334	9.537	-0.012	0.007	-0.007
Si	1.373	4.09	9.53	0.014	0.012	0
Si	14.956	6.805	9.513	-0.008	-0.007	0.006
Si	1.352	9.519	9.52	-0.021	-0.02	0.006
Si	14.976	12.241	9.519	0.015	0.011	0.006
Si	1.375	14.933	9.506	0.003	0.004	0.006
Si	4.073	1.351	9.505	-0.002	-0.005	-0.002
Si	6.788	4.082	9.526	-0.01	-0.013	0.003
Si	4.082	6.818	9.53	0.004	0.009	0.008
Si	6.791	9.521	9.505	0.004	0.007	0
Si	4.062	12.24	9.508	-0.009	-0.012	-0.007
Si	6.803	14.96	9.528	0.012	0.022	0.004
Si	9.526	1.37	9.541	0.014	0.018	0.007
Si	12.237	4.095	9.516	0.004	0.002	0.003
Si	9.503	6.811	9.526	-0.012	-0.013	-0.002
Si	12.245	9.543	9.513	0.024	0.004	-0.011
Si	9.515	12.23	9.522	-0.005	-0.003	0.009
Si	12.241	14.945	9.549	-0.018	-0.014	0.005
Si	13.611	-0.012	10.899	0.005	0.01	0.002
Si	0.012	2.714	10.884	0.001	-0.008	0.002
Si	13.593	5.451	10.878	0.004	0.003	0.009
Si	-0.01	8.162	10.88	0.004	-0.002	0.01
Si	13.605	10.89	10.877	-0.011	0.003	-0.005
Si	0.01	13.595	10.881	-0.003	0	-0.003
Si	2.72	-0.012	10.863	-0.001	-0.004	-0.01
Si	5.434	2.71	10.868	-0.002	0.012	-0.002
Si	2.726	5.451	10.89	-0.007	-0.004	0.014
Si	5.442	8.175	10.891	0.009	-0.006	0.009
Si	2.708	10.891	10.88	0.009	0.004	0.001
Si	5.432	13.597	10.875	-0.002	0.003	-0.006
Si	8.161	0	10.89	-0.01	-0.005	0.002
Si	10.893	2.729	10.891	-0.007	0.003	0.01
Si	8.153	5.444	10.878	0.01	0.001	0.005
Si	10.882	8.171	10.865	-0.004	-0.004	-0.005
Si	8.155	10.87	10.877	-0.001	-0.007	-0.003
Si	10.875	13.584	10.895	0.008	0.001	0.005
Si	14.972	-1.377	12.253	0.006	-0.006	0
Si	1.366	1.338	12.237	0.009	0.001	0.004
Si	14.951	4.074	12.227	-0.003	0	-0.002
Si	1.351	6.807	12.243	-0.008	0.004	0.008
Si	14.949	9.526	12.239	-0.007	-0.005	-0.007
Si	1.353	12.243	12.256	-0.007	0.005	-0.001
Si	4.075	-1.356	12.234	0.002	0.013	-0.001
Si	6.795	1.365	12.239	-0.01	0.01	-0.005
Si	4.089	4.072	12.23	0.01	-0.012	0
Si	6.807	6.805	12.241	0.006	-0.005	0.003
Si	4.08	9.55	12.242	-0.017	0.008	-0.002
Si	6.798	12.237	12.234	0.006	-0.008	-0.001
Si	9.516	-1.368	12.248	0.005	0.005	-0.004
Si	12.253	1.356	12.252	0.01	-0.004	0.005
Si	9.522	4.094	12.234	-0.003	0.008	-0.001
Si	12.23	6.814	12.239	-0.003	0.003	0.002
Si	9.531	9.52	12.236	0.004	-0.001	-0.003
Si	12.248	12.232	12.252	0.003	-0.008	-0.002
Si	0.012	-0.019	13.614	-0.006	-0.006	-0.002
Si	2.74	2.694	13.58	0.005	0.009	-0.013
Si	-0.021	5.436	13.587	-0.002	0	0.001
Si	2.706	8.195	13.584	0.014	-0.002	0
Si	-0.019	10.882	13.608	-0.019	0.002	0.002
Si	2.711	13.62	13.604	0.001	0.002	-0.004
Si	5.432	0.003	13.594	0.009	0.014	-0.005
Si	8.165	2.731	13.584	0.004	0.011	-0.004
Si	5.451	5.433	13.585	-0.005	-0.017	-0.003
Si	8.183	8.157	13.598	0.007	0	0.003
Si	5.442	10.904	13.619	0.004	0	0.009
Si	8.159	13.584	13.606	-0.007	-0.001	-0.001
Si	10.89	-0.017	13.6	-0.011	-0.004	0.007
Si	13.613	2.715	13.616	0.007	0.011	0.006
Si	10.874	5.451	13.603	-0.004	0	0.005
Si	13.577	8.183	13.601	0.005	0.008	-0.006
Si	10.89	10.87	13.61	0.016	-0.001	-0.004
Si	13.614	13.581	13.613	-0.001	0.001	-0.003
O	2.081	-0.226	21.342	0.362	-0.119	0.004
O	2.967	1.43	23.155	-0.048	-0.2	0.534
O	13.003	11.52	23.113	-0.223	-0.14	0.179
O	10.999	2.863	23.056	0.339	-0.482	0.555
O	14.805	9.736	22.465	0.027	-0.227	-0.195
O	15.334	-2.199	22.848	-0.2	0.274	-0.217
O	1.044	12.489	22.677	-0.06	-0.083	-0.136
O	0.302	8.045	23.164	0.463	-0.349	0.331
O	10.249	4.263	25.118	0.435	-0.125	0.187
O	5.596	1.68	23.021	0.246	-0.083	-0.317
O	6.795	6.031	22.638	-0.142	0.338	-0.007
O	9.277	7.83	24.837	-0.089	-0.291	0.099
O	13.358	5.38	34.275	-0.329	-0.142	-0.025
O	6.009	-0.774	27.495	-0.222	0.087	0.641
O	7.629	0.14	23.258	0.024	-0.343	0.215
O	8.602	3.256	26.926	0.036	-0.301	0.441
O	1.306	-1.923	27.938	0.275	-0.347	-0.052
O	9.792	10.288	23.912	0.512	0.41	0.135
O	5.608	13.358	23.181	-0.009	0.458	0.145
O	-0.593	4.523	28.106	-0.621	0	0.524
O	-0.812	1.203	24.787	0.138	0.345	0.098
O	-0.835	-1.451	33.792	0.481	0.224	0.009
O	3.102	4.166	31.861	-0.152	0.069	-0.305
O	13.598	5.537	1.063	-0.021	0.085	-0.463
O	6.173	4.038	31.936	0.07	-0.076	0.184
O	4.094	-2.251	33.286	-0.267	-0.392	0.088
O	1.507	5.688	0.208	-0.145	-0.283	-0.357
O	5.445	8.237	23.066	-0.148	0.244	0.419
O	7.478	6.287	0.298	0.139	0.151	-0.185
O	0.01	8.514	31.389	0.086	-0.659	-0.229
O	2.93	-1.862	31.058	0.19	0.458	-0.713
O	0.116	8.68	34.103	0.416	-0.152	-0.066
O	7.036	1.48	32.246	0.606	0.046	-0.301
O	3.179	13.047	24.11	-0.242	0.371	-0.121
O	8.187	-2.009	26.62	0.17	0.258	-0.337
O	14.017	0.532	32.849	0.136	0.322	0.008
O	1.737	10.4	31.745	-0.468	0.28	-0.074
O	1.022	-0.203	23.708	0.18	-0.451	-0.077
O	10.301	8.745	32.221	-0.371	-0.202	0.072
O	11.793	12.01	25.423	0.083	-0.356	-0.178
O	1.048	-2.78	32.616	0.232	-0.48	-0.238
O	1.211	2.662	28.381	0.137	-0.071	0.151
O	5.553	8.092	0.793	0.176	-0.176	-0.517
O	9.449	15.297	0.192	0.179	-0.196	-0.615
O	14.822	7.08	32.889	0.409	-0.303	-0.004
O	5.809	8.238	34.203	-0.207	-0.24	-0.106
O	14.323	0.682	30.286	0.678	0.299	-0.083
O	12.715	3.233	27.648	0.134	0.077	-0.319
O	8.169	-2.578	30.712	0.121	-0.045	-0.083
O	3.748	11.982	31.818	0.333	0.061	-0.35
O	8.176	-0.717	28.96	-0.073	0.207	0.264
O	9.708	12.198	27.012	-0.127	-0.153	0.423
O	7.094	11.858	26.739	-0.351	-0.034	0.779
O	11.605	7.227	0.464	-0.135	0.371	0.065
O	13.05	0.576	28.019	-0.353	-0.33	0.036
O	6.912	11.472	30.577	-0.061	0.077	-0.262
O	7.123	-3.466	32.867	0.23	0.35	-0.062
O	6.132	2.363	27.263	-0.402	-0.379	-0.099
O	11.584	9.706	30.075	0.075	-0.135	0.215
O	15.219	12.379	24.929	-0.297	0.014	0.196
O	8.604	5.837	26.42	0.027	0.092	0.169
O	7.887	8.247	27.109	0.657	0.104	0.111
O	8.834	9.622	30.291	-0.018	0	-0.622
O	7.308	10.18	24.732	-0.036	-0.543	-0.15
O	8.752	4.175	33.121	-0.538	-0.169	-0.374
O	0.049	7.918	0.893	0.106	-0.079	-0.477
O	1.033	6.35	29.026	-0.009	-0.088	0.116
O	11.882	0.781	31.275	-0.178	-0.171	-0.319
O	9.334	4.362	0.117	0.201	0.034	-0.481
O	-0.625	-3.464	29.076	-0.419	-0.04	0.168
O	11.752	8.706	24.707	0.024	0.305	0.196
O	9.459	-0.3	31.165	-0.241	0.06	-0.088
O	11.707	10.57	27.614	-0.009	-0.531	-0.253
O	4.091	9.464	32.537	-0.333	-0.541	-0.439
O	2.304	4.821	24.667	0.153	-0.248	0.428
O	8.13	0.647	26.805	0.438	-0.09	-0.126
O	0.444	-1.443	30.439	-0.314	0.448	0.143
O	3.864	2.445	28.643	0.028	-0.096	-0.144
O	12.287	7.444	33.145	0.271	0.201	-0.098
O	14.226	7.842	24.211	0.121	-0.525	-0.264
O	9.491	-1.316	22.253	0.164	0.073	0.386
O	12.926	6.848	26.212	-0.1	-0.379	-0.02
O	2.635	5.663	34.042	-0.274	0.3	-0.049
O	1.339	11.547	25.183	0.447	-0.163	0.546
O	15.232	-0.948	28.416	0.127	0.263	-0.631
O	12.96	-1.82	33.636	0.195	-0.366	-0.389
O	3.613	6.395	29.329	-0.24	-0.101	-0.102
O	15.083	7.053	27.827	0.224	0.423	0.017
O	12.963	8.403	28.348	0.02	0.05	0.227
O	13.467	0.531	23.258	0.17	-0.316	0.167
O	12.972	-1.472	29.617	0.059	-0.115	0.262
O	5.06	11.444	25.015	-0.324	-0.257	0.099
O	6.092	6.153	30.28	0.659	0.301	-0.15
O	2.774	10.62	23.134	0.126	-0.356	0.612
O	0.663	6.007	26.355	0.115	0.585	-0.243
O	2.207	2.019	30.676	-0.65	-0.121	0.278
O	2.302	0.333	28.686	0.165	-0.341	0.364
O	2.512	2.094	33.314	0.188	0.371	0.273
O	-0.784	-1.368	25.3	-0.029	-0.113	0.498
O	13.082	1.588	25.674	-0.719	0.005	-0.097
O	5.684	-0.24	33.772	-0.106	0.131	-0.173
O	4.67	6.152	32.466	0.107	0.357	0.358
O	9.821	1.902	32.479	-0.385	-0.04	-0.006
O	12.062	-3.191	27.826	0.331	0.318	-0.245
O	12.145	12.579	30.448	0.221	-0.087	-0.178
O	10.593	4.743	27.708	0.023	0.452	0.145
O	13.26	5.441	31.627	0.43	0.254	-0.37
O	12.891	5.757	28.522	0.032	0.102	0.531
O	6.677	9.242	31.899	0.102	-0.263	0.065
O	4.055	3.779	22.932	0.337	0.187	-0.137
O	14.45	9.74	32.69	-0.397	-0.042	-0.564
O	5.506	-2.623	31.001	-0.103	0.497	-0.443
O	5.574	0.089	25.069	-0.066	-0.069	-0.214
O	8.519	12.499	24.66	0.015	0.62	-0.216
O	10.843	-2.768	32.537	-0.366	-0.056	-0.365
O	11.323	4.031	32.513	-0.128	0.173	0.042
O	10.389	-2.044	29.438	-0.149	-0.213	-0.454
O	9.838	6.512	33.412	0.063	-0.128	0.034
O	4.574	1.973	31.75	0.015	-0.408	-0.109
O	6.533	9.229	29.243	-0.177	0.186	0.065
O	5.299	4.587	28.371	0.235	0.138	-0.154
O	14.066	3.102	23.819	-0.549	0.199	0.436
O	10.262	11.256	31.695	-0.554	0.224	0.306
O	-0.457	11.115	27.161	0.103	-0.155	0.078
O	2.694	11.058	34.117	-0.165	-0.144	-0.04
O	4.552	6.019	24.094	-0.193	0.285	0.56
O	5.628	7.176	27.894	-0.25	-0.029	-0.517
O	15.157	12.251	33.232	0.176	0.023	-0.302
O	2.187	6.529	31.511	-0.518	0.127	0.16
O	13.232	-2.432	24.342	-0.301	0.66	0.254
O	5.684	9.602	26.788	-0.513	0.032	-0.102
O	15.069	2.087	27.449	0.023	-0.519	0.028
O	12.613	11.58	32.887	-0.132	-0.109	0.168
O	7.264	2.151	24.923	0.14	0.425	-0.289
O	0.528	3.418	26.001	0.325	-0.368	-0.387
O	13.507	2.818	31.608	0.545	0.221	0.18
O	6.753	7.084	25.051	-0.268	0.073	0.223
O	0.213	10.43	29.589	0.049	-0.145	-0.074
O	6.262	2.519	29.836	0.586	-0.077	-0.066
O	7.319	6.281	32.585	-0.184	0.706	-0.088
O	1.078	0.166	26.334	-0.308	0.437	-0.002
O	-0.273	4.94	24.034	-0.149	0.518	-0.226
O	1.42	-0.175	32.622	0.057	0.188	-0.284
O	2.102	8.568	29.848	0.57	0.459	-0.371
O	10.831	-0.307	33.416	-0.029	0.209	0.497
O	8.947	4.485	22.791	-0.217	-0.062	0.283
O	5.778	10.833	33.882	-0.298	-0.027	0.168
O	-0.577	9.797	24.954	-0.226	-0.392	0.379
O	5.161	-2.409	25.663	0.219	-0.077	0.124
O	11.762	3.962	29.963	-0.513	-0.103	0.004
O	3.481	-0.755	26.645	-0.002	0.121	0.007
O	13.961	10.748	29.022	0.007	-0.03	0.025
O	11.014	13.169	23.159	-0.148	-0.124	0.306

Results
total energy: -105601.925 eV
total energy less fixed offsets of O -438.35, Si -107.03 eV per atom: -3.575 eV
